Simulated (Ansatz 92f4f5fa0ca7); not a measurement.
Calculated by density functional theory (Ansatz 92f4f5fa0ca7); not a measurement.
Periodic cell of 192 atoms, Si128O64, from a study of silicon, its oxide and their interface. The atomic structure is a simulated model.
This geometry differs little from another in the collection (a relaxation step or a small displacement).

Settings: functional r2SCAN; potential files Ansatz PAW; basis plane waves; wave-function cutoff 800 eV; density cutoff ratio 5; exchange-correlation grid ratio 1; k mesh 1 x 1 x 1, shifted by 0.5 0.5 0 of a step; self-consistency stop 1e-10 eV per atom in the density residual; occupations fixed; spin none; net charge 0.

Cell vectors (angstrom)
a	10.88	0	0
b	0	10.88	0
c	1.291	-1.5723	29.6485

Atoms and the computed forces on them: element, x, y, z (angstrom), force x, y, z (eV/angstrom)
Si	1.1274	-1.0404	0.0791	-0.0363	-0.0411	0.1628
Si	3.7769	1.5839	0.1255	0.0169	0.0317	0.1489
Si	1.5944	3.7689	0.1357	0.025	0.0185	0.1408
Si	4.3833	-4.3094	0.1043	-0.0104	-0.0315	0.1619
Si	-3.8615	-1.6707	-0.009	0.0436	0.0353	0.1744
Si	-1.0564	1.1728	0.0217	-0.0351	-0.0458	0.1759
Si	6.5818	4.3848	0.0842	-0.0338	-0.016	0.162
Si	-1.6601	-3.8899	-0.0317	0.0318	0.0405	0.173
Si	2.6633	0.0422	1.4698	-0.0133	0.0077	0.0184
Si	5.421	2.7518	1.3318	0.012	-0.0041	0.0068
Si	2.7552	-5.4678	1.3487	-0.0056	0.007	0.0047
Si	5.4996	-2.7455	1.423	0.0009	-0.0191	0.0224
Si	-2.6998	-0.0221	1.2456	-0.0088	0.007	-0.0023
Si	0.034	2.6657	1.4609	0.012	0.0008	0.0169
Si	8.1384	5.4931	1.4175	-0.0165	0.0034	0.0204
Si	-0.0437	-2.7119	1.2615	0.0072	0.0006	-0.0014
Si	1.3477	1.3542	2.8775	-0.0013	-0.0066	0.0584
Si	4.0903	4.0791	2.7664	0.0011	0.0079	0.0343
Si	1.3477	-4.0709	2.6295	0.0075	-0.0037	0.0234
Si	4.0866	-1.361	2.7018	-0.0111	-0.0017	0.0224
Si	6.8106	1.3484	2.6231	-0.0064	0.0091	0.0217
Si	9.5204	4.0873	2.7024	-0.0048	-0.0077	0.0154
Si	6.8192	6.8133	2.8341	-0.0082	-0.0089	0.0558
Si	-1.3723	-1.3634	2.6944	0.002	-0.0025	0.0406
Si	-0.0355	-0.0383	4.1267	0.0251	0.0249	-0.0134
Si	2.7376	2.7379	4.1489	-0.0192	-0.0218	-0.0199
Si	0.0112	-5.4236	4.0442	-0.0051	-0.0076	-0.0274
Si	2.7076	-2.7308	4.0364	0.0083	0.0054	-0.0232
Si	5.4562	0.0125	4.0401	-0.0057	-0.0037	-0.0229
Si	8.1498	2.707	4.0337	0.011	0.0063	-0.027
Si	5.4392	5.4324	4.1316	0.0167	0.0216	-0.0175
Si	8.1851	-2.6894	4.1257	-0.022	-0.0228	-0.0179
Si	1.3388	-1.3716	10.8825	0.013	-0.0027	-0.0183
Si	4.0705	1.3655	10.869	0.0016	-0.0041	-0.017
Si	1.3851	4.0787	10.8608	-0.0112	0.0067	-0.0146
Si	4.0917	-4.0784	10.9029	-0.0039	0.0079	-0.0168
Si	6.8047	-1.3679	10.8801	-0.0152	0.0041	-0.0109
Si	-1.3622	1.3424	10.8868	-0.0127	0.0173	-0.023
Si	6.7914	4.0889	10.8813	0.0114	0.0007	-0.0159
Si	-1.3486	-4.0491	10.8631	-0.0015	-0.0224	-0.0161
Si	2.7104	-0.0119	12.2046	-0.028	-0.0151	-0.0002
Si	5.4252	2.7211	12.2375	-0.0002	0.0031	0.0258
Si	2.7193	5.439	12.2518	0.005	-0.0055	0.0178
Si	5.449	-2.7055	12.2616	-0.0059	-0.0011	0.0164
Si	-2.72	-0.0283	12.259	0.0066	0.0097	0.0154
Si	0.0324	2.7074	12.1944	-0.0041	-0.002	-0.0047
Si	8.1661	5.4797	12.1915	0.0253	0.0024	0.0028
Si	-0.013	-2.714	12.283	-0.003	0.0037	0.0137
Si	1.3525	1.319	13.5629	0.0004	0.0196	-0.0489
Si	4.0688	4.0734	13.6124	-0.0057	0.0041	-0.0292
Si	1.3679	-4.0799	13.6295	0.0057	-0.0109	-0.0229
Si	4.0545	-1.3344	13.5977	0.0161	-0.0134	-0.0747
Si	-4.1034	1.3375	13.5822	0.0253	0.0018	-0.0287
Si	-1.3173	4.1176	13.4796	-0.0041	-0.0019	-0.0615
Si	6.8424	-4.0579	13.5984	-0.0142	0.0023	-0.0645
Si	-1.3786	-1.3676	13.6761	0.0095	0.0086	-0.0391
Si	-0.008	0.0076	14.9973	-0.0067	-0.0085	0.024
Si	2.7135	2.6646	14.9227	-0.0244	0.0097	0.0117
Si	0.0045	-5.4608	14.9455	-0.0095	0.0085	0.001
Si	2.7165	-2.7152	14.989	0.0053	0.0002	-0.0014
Si	5.4036	0.0316	14.987	0.0049	-0.0132	-0.0085
Si	-2.6831	2.7473	14.7742	0.0195	-0.0008	-0.0207
Si	5.4616	5.4412	14.9137	-0.011	0.022	0.0085
Si	-2.7271	-2.7089	15.0712	0.0076	0.0007	0.0085
Si	1.5852	-1.128	16.3117	-0.0104	0.0191	-0.1356
Si	3.8137	1.1438	16.3428	-0.0207	-0.024	-0.1546
Si	1.1226	3.7703	16.1978	-0.0023	0.0096	-0.1691
Si	4.3568	-3.8557	16.2294	0.006	0.0264	-0.1645
Si	6.48	-1.565	16.3047	0.0047	-0.0217	-0.163
Si	-1.1941	1.6625	16.1847	0.035	-0.0197	-0.1466
Si	-3.8022	4.2599	16.118	0.0191	0.0739	-0.1434
Si	-1.5905	-4.3797	16.2905	0.0012	0.0144	-0.1388
Si	-0.0712	-1.4167	18.9065	0.003	0.0013	-0.1345
Si	3.746	-1.1578	-6.8074	-0.0136	-0.0105	-0.0203
Si	4.4757	-3.9095	-6.9397	-0.0245	0.0022	0.005
Si	5.7925	4.4726	-6.6353	0.0408	0.0238	0.0128
Si	7.9232	2.5236	-1.9738	0.007	0.0051	0.1255
Si	2.7098	-3.1732	-4.9344	0.0295	-0.0258	0.023
Si	7.536	2.9318	-5.0235	-0.0227	0.0178	0.0199
Si	0.265	-5.2702	-1.9805	0.0039	-0.0156	0.1217
Si	0.5745	1.4785	19.9742	-0.0026	-0.0063	-0.04
Si	5.1289	0.9389	-4.8769	-0.0065	0.014	0.0177
Si	-1.2726	4.1074	-6.9805	-0.0011	0.0012	-0.0652
Si	-0.1038	-4.1912	19.0745	-0.0264	0.0032	-0.1168
Si	6.8177	3.5784	19.1015	0.0361	-0.0176	-0.0902
Si	3.1525	3.064	-5.7671	0.0086	-0.0358	-0.0287
Si	4.4161	-0.2541	21.4431	-0.0058	0.0244	-0.0109
Si	-1.1335	3.9323	20.2778	0.008	0.0097	-0.0463
Si	7.0923	1.0555	20.678	0.0108	-0.0149	-0.0571
Si	2.5602	-5.3308	18.3133	-0.0402	0.0157	-0.1129
Si	4.2871	4.279	20.4172	-0.0328	-0.0026	-0.0672
Si	3.4642	1.557	19.2992	-0.0102	0.0239	-0.104
Si	5.6699	0.2786	-1.9445	-0.0161	-0.0069	0.122
Si	2.4738	-2.9634	-1.9107	0.0004	-0.0068	0.1181
Si	-2.5799	-0.1542	18.2751	0.0419	-0.0215	-0.1118
Si	0.8923	5.1439	-4.942	0.0061	0.0231	0.039
Si	1.3647	-1.3874	5.4399	-0.0071	0.0026	0.0162
Si	4.108	1.3503	5.449	-0.0121	0.0163	0.0169
Si	1.3512	-6.7718	5.4489	0.0178	-0.0084	0.014
Si	4.0602	-4.0699	5.4374	0.0087	-0.0078	0.0152
Si	6.7939	-1.3341	5.4427	0.0054	-0.0041	0.0169
Si	9.4934	1.3642	5.4365	0.0051	0.0029	0.0159
Si	6.8148	4.0566	5.4406	-0.014	-0.0014	0.01
Si	-1.3354	-4.0805	5.4426	0	0.0082	0.0154
Si	2.728	-0.0142	6.7928	-0.0084	0.0045	0.0199
Si	5.4586	2.7112	6.8106	-0.0023	0.0076	0.0055
Si	2.7137	-5.4247	6.8075	0.0002	-0.0032	0.0064
Si	5.4289	-2.7077	6.7934	-0.0015	-0.0032	0.0182
Si	8.1443	0.0189	6.8089	0.0049	0.0044	0.0085
Si	-0.0131	2.7272	6.7915	0.0036	-0.0052	0.0165
Si	-2.7066	-5.4492	6.793	-0.0097	-0.0053	0.0166
Si	0.017	-2.734	6.8142	-0.0042	-0.0013	0.0048
Si	1.3574	1.357	8.1418	-0.0016	0.0064	-0.0089
Si	4.0882	4.0868	8.142	-0.0025	-0.0125	0.002
Si	1.3688	-4.0817	8.1804	0.0052	-0.0094	0.0068
Si	4.0763	-1.3625	8.1767	0.0046	-0.0048	0.003
Si	6.8005	1.3629	8.1847	-0.0015	-0.0014	0.0054
Si	-1.3598	4.0789	8.1745	0.0083	-0.0018	-0.0016
Si	6.8002	-4.0804	8.1422	0.0025	-0.0028	-0.0076
Si	9.5187	-1.3544	8.1381	-0.0003	0.0032	0.0038
Si	-0.0064	-0.0061	9.5086	0.0054	-0.0016	-0.0072
Si	2.7299	2.7224	9.4898	-0.0042	0.0027	-0.0034
Si	0.0072	-5.4369	9.5272	-0.0016	-0.0088	-0.0158
Si	2.72	-2.7277	9.5423	-0.0007	0.0087	-0.0059
Si	5.4418	-0.0001	9.5319	-0.0094	0.0012	-0.0147
Si	8.1591	2.7188	9.5393	0.0057	0.0034	-0.0107
Si	5.4366	5.4459	9.514	0.0113	-0.0007	-0.0061
Si	8.1613	-2.7098	9.4975	0.0027	-0.0124	-0.0089
O	1.9284	-1.622	-1.2119	0.0535	-0.0217	-0.1021
O	7.3867	3.8453	-1.2249	0.0461	-0.0103	-0.0927
O	2.7358	-0.0347	16.6555	0.03	0.0011	0.0845
O	6.5522	1.6477	-5.2572	0.0019	-0.0156	-0.0418
O	3.0101	-0.2746	-7.9476	0.0021	-0.0124	0.0023
O	-2.0655	1.1583	17.4762	-0.0519	-0.0009	0.0757
O	8.1353	5.399	16.5855	-0.0278	-0.0268	0.0711
O	0.7723	4.3366	-1.1407	-0.0565	0.0101	-0.0867
O	5.2911	0.1276	-3.4937	-0.0069	-0.0138	-0.0636
O	2.6948	2.6877	-0.4269	-0.0064	-0.0114	-0.051
O	4.0992	-3.9024	-5.3598	-0.0078	0.0001	0.0284
O	5.4124	-2.7203	16.7723	-0.0057	-0.0044	0.0658
O	1.3498	-4.0999	-1.828	0.0211	0.0078	-0.0623
O	-0.4471	5.373	19.948	-0.0051	-0.0317	0.0606
O	0.1252	-0.0574	19.7464	-0.022	0.0234	0.0584
O	6.6711	3.527	17.5035	-0.0035	-0.0325	0.1192
O	2.0225	3.9668	-5.037	0.0147	-0.0031	0.0179
O	3.707	0.1366	20.0466	0.0125	-0.0332	0.0158
O	0.0429	0.0602	-0.48	0.0106	0.0052	-0.0788
O	4.1934	1.6872	17.8492	-0.0009	0.0079	0.137
O	-2.1103	3.0586	-6.0641	0.0011	-0.0194	0.0123
O	-1.1144	-4.6844	-1.3599	0.0186	-0.0395	-0.1027
O	6.6344	4.2696	-5.271	0.0135	-0.0069	0.0064
O	3.1877	-4.5297	-7.7178	-0.0144	0	0.0395
O	6.2331	-1.1051	-1.3286	-0.0446	0.0132	-0.1107
O	3.7742	-4.6422	17.5227	-0.0037	-0.0391	0.0939
O	-0.0548	2.7347	16.6866	-0.0051	0.0043	0.0981
O	1.9328	4.2988	17.5091	0.0468	-0.0068	0.0808
O	6.4825	2.078	19.5964	-0.05	-0.0326	0.0119
O	0.8344	1.6746	21.5597	-0.0083	0.0054	0.05
O	-0.4815	2.6343	19.541	0.0002	0.0061	-0.0283
O	2.5884	-1.8707	-5.9041	-0.0192	0.0181	0
O	2.8097	-2.6242	-3.4353	0.0037	0.0212	-0.0411
O	5.4675	-5.4123	-0.4447	0.0042	0.0106	-0.0653
O	8.1499	0.162	19.8555	-0.0058	0.0339	0.0833
O	1.0675	-1.6144	17.7754	-0.0192	-0.0013	0.0775
O	5.6773	4.5805	19.649	0.0232	0.0169	0.0239
O	-0.2178	4.9177	-6.0793	0.0049	0.0098	0.0044
O	3.8016	-3.5165	-1.1905	-0.0163	0.0468	-0.107
O	4.3565	0.7698	-1.155	0.0221	-0.0478	-0.1036
O	1.4045	-4.2637	18.5347	0.0062	0.0153	0.0292
O	-1.4636	-1.2913	18.0934	-0.0045	-0.0002	0.0304
O	8.1189	-2.7754	-0.5319	-0.0078	-0.0112	-0.0726
O	-2.2108	5.1966	-7.7769	0.0064	0.0006	0.0354
O	1.8805	1.7182	19.0696	-0.0034	0.0043	0.005
O	4.6675	-2.3652	-7.4156	0.0186	0.0128	-0.006
O	3.0718	5.0796	19.7548	0.01	-0.0006	0.0601
O	5.9873	0.0976	21.3185	-0.002	-0.0158	0.0307
O	8.1398	2.8685	-3.5299	0.0078	0.001	-0.0629
O	6.9392	-0.7583	17.6555	-0.0107	0.0265	0.0714
O	5.7731	-4.8584	-7.1272	0.0016	-0.004	-0.0028
O	4.7095	-0.1612	-5.9753	0.0122	0.008	0.0001
O	1.5187	-4.2486	-5.1	-0.0276	0.0008	-0.0273
O	-0.1711	-2.7494	19.835	0.012	-0.0109	0.0738
O	0.1326	5.1229	-3.5082	-0.0035	-0.0131	-0.0692
O	-2.6408	4.0449	19.7056	-0.0016	0.0203	0.0248
O	3.9555	2.0702	-4.7507	0.0073	0.0092	0.022
O	-1.5916	1.9746	-1.3025	-0.0154	0.0476	-0.1025
O	6.8165	1.3838	-1.7699	-0.0065	0.0057	-0.0457
O	4.2531	4.0498	-6.4205	-0.0186	0.0177	0.003
O	6.4463	3.5068	-7.7754	0.0339	-0.0132	0.0286
O	2.5071	2.1516	-6.9499	0.0062	0.008	0.009
O	3.9421	2.706	20.335	0.019	-0.0025	0.0657
O	-1.0571	-4.0492	17.7819	0.0218	0.0043	0.0851

Results
free energy: -118377.629 eV
free energy less fixed offsets of O -570.45, Si -639.56 eV per atom: -5.149 eV

The program warned: the cutoff lies below the one the program advises for these potential files; the forces do not sum to zero within the program's tolerance; empty levels may hold ghost states of the PAW files; the exchange-correlation potential is rough where the density is thin.
